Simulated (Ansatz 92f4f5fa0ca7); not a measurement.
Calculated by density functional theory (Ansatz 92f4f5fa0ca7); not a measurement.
Periodic cell of 153 atoms, Si99O54, from a study of silicon, its oxide and their interface. The atomic structure is a simulated model.

Settings
functional: r2SCAN
potential files: Ansatz norm-conserving
basis: plane waves
wave-function cutoff: 1300 eV
density cutoff ratio: 4
exchange-correlation grid ratio: 1
k mesh: 2 x 2 x 1, shifted by 0.5 0.5 0.5 of a step
self-consistency stop: 5e-08 eV per atom in the density residual
occupations: Fermi-Dirac, 0.05 eV
spin: none
net charge: 0

Cell vectors (angstrom)
a  11.5799  -0.0752  0.0522
b  -0.0752  11.6348  0.0258
c  0.091  0.0449  20.1628

Atoms and the computed forces on them: element, x, y, z (angstrom), force x, y, z (eV/angstrom)
Si  0.0149  0.6627  -0.2782  0.316  1.4302  0.9373
Si  -0.0565  3.761  0.4351  1.068  -0.4866  -0.0824
Si  0.0292  6.8269  -0.0172  -1.0642  -0.153  -0.4473
Si  3.9056  0.2897  0.316  -0.0774  1.998  -0.3161
Si  3.5877  3.5135  0.2303  0.905  -1.3587  0.3071
Si  4.0694  7.6046  -0.5329  -2.1239  0.1496  -0.2751
Si  7.84  0.1515  -0.199  0.133  0.5481  -0.1661
Si  8.0655  3.3101  -0.469  -0.7095  1.1302  -0.9686
Si  5.7129  6.1419  -3.9012  1.2089  -2.874  -1.4255
Si  1.8161  0.0804  1.3059  -0.0863  -0.0849  -0.5961
Si  1.8599  3.867  1.6636  -0.3711  0.6645  0.6088
Si  1.6046  7.8249  1.5463  0.1296  -0.9062  -0.716
Si  5.9417  -0.0579  1.379  0.2506  -0.0333  -0.1005
Si  5.6778  3.8474  1.4801  -0.4834  -0.3879  -1.2335
Si  6.5256  7.6663  1.3841  -1.0773  -1.2665  -0.0873
Si  9.749  -0.0664  1.2025  -0.3936  0.158  -0.9546
Si  9.5382  3.7848  1.4436  -1.3802  -0.4551  0.1857
Si  9.0847  7.5568  1.5389  -0.508  0.3093  -0.3149
Si  1.9793  1.8507  2.802  -0.3949  0.4936  0.8328
Si  1.7801  5.9842  2.8664  1.3982  -1.106  1.266
Si  1.6753  9.8402  2.7119  -0.3126  -0.534  0.1928
Si  5.9746  1.8563  2.818  0.0021  0.0962  -1.1118
Si  5.8078  5.7862  2.7632  0.4584  0.6068  0.611
Si  5.7194  9.5045  2.6475  0.0936  1.0511  -0.7067
Si  9.5066  1.7583  2.6744  0.7811  0.4419  -0.1531
Si  9.499  5.7173  2.881  -0.1892  -0.4232  0.4873
Si  9.5365  9.6566  2.5244  0.1358  -0.3192  1.0138
Si  -0.1464  1.9219  3.9987  0.9801  0.3892  -0.1192
Si  -0.1146  5.948  4.2066  -0.1429  -1.2888  -0.8889
Si  -0.2362  9.7098  4.0698  0.0609  0.3983  -0.1396
Si  4.0593  1.9454  4.0489  -1.1587  -0.284  0.0952
Si  3.9375  5.892  4.2583  -0.8652  1.2605  -1.5159
Si  3.7318  9.7703  3.9295  0.4834  -0.1889  0.8183
Si  7.8048  1.7847  4.1944  -0.1923  -0.6642  0.496
Si  7.6231  5.5994  4.267  0.0916  0.486  0.2649
Si  7.6061  9.6777  3.9528  0.4306  -0.3823  1.7322
Si  0.0715  0.064  5.3589  -0.6368  -0.3613  0.406
Si  0.0188  3.8806  5.3591  -0.3589  0.1097  -0.0176
Si  -0.2536  7.8231  5.4642  0.9592  0.8071  1.125
Si  3.8965  0.0823  5.43  0.3807  -0.6749  0.4112
Si  3.95  3.884  5.3133  -0.1293  -0.1389  0.9523
Si  3.919  7.9545  5.5253  -0.9063  -0.6387  -0.5501
Si  7.7938  -0.1348  5.564  -0.6722  -0.3462  -0.1338
Si  7.81  3.6348  5.5237  -1.279  1.2566  0.8254
Si  7.6391  7.6842  5.574  0.1568  0.3794  0.0362
Si  1.9417  0.2053  6.8046  0.4954  -0.5679  0.0856
Si  2.0055  3.927  6.6294  0.3335  -0.4641  -0.2548
Si  1.8748  7.9775  6.7116  -0.2039  -0.6355  -0.0796
Si  5.7514  -0.0759  7.012  0.4915  0.075  -0.9455
Si  5.673  3.833  6.9228  1.2258  -0.4474  -0.8367
Si  5.6624  7.6883  7.0485  1.4512  0.4504  0.1255
Si  9.7967  -0.0936  6.8348  -0.5968  -0.1922  -0.3518
Si  9.7121  3.9375  6.787  0.5484  -0.4289  0.3772
Si  9.605  7.8189  7.1335  -0.9992  0.231  -1.1549
Si  2.1691  2.1416  8.1963  -0.931  0.4712  -0.352
Si  1.9858  5.8619  7.8598  0.0183  0.9436  0.1048
Si  1.8979  9.8577  8.1978  1.0515  -0.0229  0.4011
Si  5.8137  1.9378  8.2826  0.5541  0.6057  0.4955
Si  5.8422  5.6414  8.4205  0.1125  0.0085  -0.0421
Si  5.8542  9.6593  8.4093  -2.035  -0.7806  -0.8476
Si  9.7433  1.8816  7.9949  0.5153  0.2209  0.102
Si  9.5364  5.8211  8.2844  0.0561  -0.9014  -0.3896
Si  9.8387  9.793  8.4439  -1.3034  -0.1043  0.2908
Si  0.1079  1.9859  9.3454  -0.9912  -0.1442  -0.2198
Si  0.0445  5.9746  9.1548  1.4359  -0.0992  0.6547
Si  0.1567  9.9909  9.7358  -0.0289  0.5661  1.1838
Si  3.9451  2.2194  9.7487  0.5467  -0.8772  1.1597
Si  3.7587  5.8798  9.4651  -0.745  -0.5029  -0.5388
Si  3.8948  9.8341  9.858  0.4198  -0.1629  -0.6746
Si  7.9621  2.3572  9.4082  -0.9432  0.5776  0.3319
Si  7.8856  4.8354  9.6791  -0.2349  -0.3478  -0.2681
Si  7.6839  9.8543  9.6558  0.9391  -1.3116  1.8967
Si  0.7968  0.4204  10.9529  -0.0137  -0.3917  0.0705
Si  -0.0613  4.3645  10.808  -0.4729  1.0766  -0.0658
Si  1.0567  7.4387  10.7494  -1.0367  0.7325  -1.1316
Si  3.8783  0.1693  11.2473  0.3768  0.0963  -0.1371
Si  2.9977  4.1264  11.004  0.4735  -0.3755  -0.9721
Si  3.3663  7.7302  10.825  0.3118  0.7019  -1.2305
Si  8.131  0.765  11.2011  -1.089  2.2469  -0.704
Si  8.7779  5.1926  11.8615  0.1343  -0.1654  0.1877
Si  8.0309  8.2359  12.4606  -0.0364  -0.1288  -1.2259
Si  4.9078  -0.0644  14.2825  1.0794  -0.0044  0.0427
Si  4.3318  9.7425  18.4254  0.7148  -1.6526  0.0968
Si  3.6768  5.7089  18.2488  0.8889  0.496  -0.8662
Si  6.4266  -2.5985  15.0073  -0.4198  -0.5545  -1.8654
Si  11.8093  8.4389  17.6432  -0.4829  -1.3445  1.0708
Si  10.2081  -2.6704  14.3929  0.5542  0.1822  0.6917
Si  11.8034  11.4473  17.8065  0.3659  -0.9127  -0.9571
Si  -0.7905  1.0952  12.5526  0.1688  0.3262  -0.1131
Si  -3.1349  16.5587  16.7443  0.4762  -1.28  1.4148
Si  7.6482  1.3342  14.2376  -2.2545  -0.3284  -1.2457
Si  2.6348  5.7721  12.5213  -0.67  1.3027  0.6577
Si  7.371  9.8622  17.6486  1.1774  -1.7279  -0.2066
Si  12.8612  8.4128  15.5468  0.4961  1.9152  -0.4087
Si  -1.5161  -0.2922  15.0438  1.5142  -1.8544  0.8084
Si  -2.0571  7.9018  17.0191  -0.3488  -0.956  2.0858
Si  2.7686  10.9503  16.1185  -3.4581  1.9756  0.13
Si  8.9994  3.1817  14.1824  -0.2094  0.7407  0.3957
Si  3.0508  5.9914  15.3386  0.0984  -0.0539  -1.7519
O  0.1273  2.3457  -0.4118  -0.5186  -0.2882  -0.1208
O  -2.4957  6.243  -2.9385  1.1815  1.3631  0.078
O  0.6472  7.3696  -1.4161  -0.1366  0.7987  -1.0542
O  3.2587  4.2747  -1.1826  0.3556  -0.03  0.3055
O  1.7523  9.9753  -4.9531  -0.4064  -1.0084  -0.3045
O  -1.5674  7.2801  0.1826  0.8082  0.3115  -0.6558
O  3.7676  1.9001  -0.1988  -0.0425  -0.0619  0.4848
O  11.9568  -1.7964  -1.7581  -0.7053  0.3919  -1.2573
O  -3.3335  3.953  -2.0907  0.2627  -0.0325  0.898
O  3.0335  7.7225  0.7467  0.7765  0.3003  -0.8868
O  6.0109  7.6891  -4.1715  -0.2392  0.493  -0.2186
O  3.9895  11.0913  -1.0355  -0.3209  0.4961  0.1809
O  5.1658  5.6258  -2.4915  -1.2605  0.6697  0.7006
O  7.9012  -0.5738  -1.6932  -0.2621  0.5935  0.3684
O  11.5924  8.2812  -5.7039  -2.2017  0.165  -0.694
O  6.6116  3.8859  0.0996  1.0322  -0.406  -0.2635
O  2.6215  5.638  -3.2828  0.1972  -0.2354  0.7446
O  5.5153  7.2519  0.0685  1.5305  0.4919  0.5183
O  4.521  0.0076  12.7577  -0.0352  0.6856  -2.496
O  -4.2332  1.1513  12.5415  1.0269  -0.4264  -0.0404
O  -1.4094  14.0694  13.4316  0.1282  0.248  -0.47
O  2.4462  7.4902  15.0864  1.1531  -0.7319  0.3206
O  11.6689  8.704  10.9314  0.4934  -0.2114  -0.0079
O  -0.6247  11.7628  13.8356  0.2231  -0.1013  0.5783
O  7.5188  -2.7268  11.0578  1.2402  0.156  -0.9023
O  5.1815  -1.6755  14.4811  0.5321  0.1192  1.1221
O  10.4127  5.0014  11.8784  0.2888  -0.0134  -0.3647
O  -0.9019  3.0941  10.2365  1.3367  -0.722  0.0673
O  3.6949  7.0621  12.3118  -0.4609  -0.61  0.6738
O  3.5677  11.9846  15.2019  0.0953  0.081  0.6823
O  7.0356  -3.0782  13.5579  -0.6505  0.2327  1.9472
O  1.3872  3.6509  11.2453  -0.6413  0.4799  -0.2665
O  8.224  6.6406  12.301  0.1583  0.3419  0.0176
O  9.459  8.8348  12.9311  0.5748  0.2284  0.6286
O  6.0988  0.9864  14.6783  0.0922  -0.382  0.5947
O  -3.435  1.8223  19.4089  -0.2996  0.3089  0.5014
O  -4.3671  -6.3742  16.0294  -2.7888  1.8105  -1.0423
O  -0.0284  5.2505  19.8323  0.7944  0.7674  -0.2437
O  1.1353  6.4743  12.0454  1.2428  -1.4824  1.4402
O  3.5939  9.9509  16.9969  1.4385  -1.2529  1.1407
O  6.0903  -13.7991  18.2103  -0.4147  0.4982  -0.515
O  9.3498  -3.5749  15.4779  -0.1806  0.0929  -1.0806
O  10.6359  11.6424  16.624  -0.0571  -0.5296  0.0246
O  9.2901  3.9933  15.6105  0.5882  -0.7369  -1.0782
O  7.3321  -1.6606  15.9355  0.4788  0.287  2.8383
O  13.8962  0.139  11.6728  -2.3346  0.3827  -0.3855
O  -2.9924  0.3132  14.8874  0.604  0.1819  -0.0086
O  1.6373  11.8291  17.0174  1.1616  -0.2474  -0.1967
O  9.6595  0.4153  11.5426  0.1033  -0.0586  0.7621
O  8.3809  4.1668  13.0561  -0.5532  0.0694  0.2148
O  4.6795  5.7419  15.1296  -0.9042  0.8245  0.4952
O  2.3307  5.2337  14.0164  1.1535  0.2874  1.8779
O  8.4793  8.6662  18.0965  -0.4546  0.3473  -2.2191
O  7.4147  -0.2874  10.1921  0.3848  0.0306  0.9523

Results
free energy: -36720.907 eV
free energy less fixed offsets of O -463.61, Si -117.95 eV per atom: -8.917 eV
pressure: -1.19 GPa
stress xx, yy, zz, yz, xz, xy (GPa, positive in tension): 0.8, 1.09, 1.7, 0.81, 1.22, -1.26
